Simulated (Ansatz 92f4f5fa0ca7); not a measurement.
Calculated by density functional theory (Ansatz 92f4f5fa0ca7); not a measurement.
Periodic cell of 226 atoms, Si134O92, from a study of silicon, its oxide and their interface. The atomic structure is a simulated model.
Doubt: the cutoff is far below the 930 eV that the study's wrapper takes by default for these files, so forces and energies are approximate.
This geometry differs little from another in the collection (a relaxation step or a small displacement).

Settings
functional: PBE
potential files: Ansatz PAW
basis: plane waves
wave-function cutoff: 580 eV
density cutoff ratio: 5
exchange-correlation grid ratio: 1
k mesh: 1 x 1 x 1, Gamma-centred
self-consistency stop: 5e-08 eV per atom in the density residual
occupations: fixed
spin: none
net charge: 0

Cell vectors (angstrom)
a	10.938	0	0
b	0	10.938	0
c	0	0	32.5109

Atoms: element, x, y, z (angstrom)
Si	0.2149	-0.2904	24.8827
Si	5.6041	-0.2794	25.0096
Si	2.645	2.9288	24.9409
Si	8.2967	2.9808	24.0055
Si	0.5776	5.2872	24.8744
Si	4.863	5.9261	25.0831
Si	3.2002	7.6474	25.2504
Si	7.5872	8.183	24.65
Si	1.4202	1.3243	26.1918
Si	6.8232	1.2342	26.2933
Si	4.1605	4.0528	26.3307
Si	10.1113	3.9117	26.0584
Si	1.4761	6.7443	26.4714
Si	6.5944	6.8603	26.3303
Si	4.0609	9.5207	26.347
Si	9.8079	9.5059	26.4301
Si	2.7265	-0.005	27.6676
Si	8.2933	-0.0432	27.6839
Si	0.1263	2.6051	27.7266
Si	5.5414	2.695	27.6892
Si	2.7992	5.3609	27.7828
Si	8.0263	5.5959	27.7178
Si	0.0977	8.1087	27.7955
Si	5.4311	8.2699	27.7689
Si	4.1018	1.3673	29.0926
Si	9.5708	1.3673	29.0926
Si	1.3673	4.1018	29.0926
Si	6.8362	4.1018	29.0926
Si	4.1018	6.8362	29.0926
Si	9.5708	6.8362	29.0926
Si	1.3673	9.5708	29.0926
Si	6.8362	9.5708	29.0926
Si	0	0	30.4599
Si	5.469	0	30.4599
Si	2.7345	2.7345	30.4599
Si	8.2035	2.7345	30.4599
Si	0	5.469	30.4599
Si	5.469	5.469	30.4599
Si	2.7345	8.2035	30.4599
Si	8.2035	8.2035	30.4599
Si	1.3673	1.3673	31.8271
Si	6.8362	1.3673	31.8271
Si	4.1018	4.1018	31.8271
Si	9.5708	4.1018	31.8271
Si	1.3673	6.8362	31.8271
Si	6.8362	6.8362	31.8271
Si	4.1018	9.5708	31.8271
Si	9.5708	9.5708	31.8271
Si	2.7345	0	0.6835
Si	8.2035	0	0.6835
Si	0	2.7345	0.6835
Si	5.469	2.7345	0.6835
Si	2.7345	5.469	0.6835
Si	8.2035	5.469	0.6835
Si	0	8.2035	0.6835
Si	5.469	8.2035	0.6835
Si	4.1018	1.3673	2.0507
Si	9.5708	1.3673	2.0507
Si	1.3673	4.1018	2.0507
Si	6.8362	4.1018	2.0507
Si	4.1018	6.8362	2.0507
Si	9.5708	6.8362	2.0507
Si	1.3673	9.5708	2.0507
Si	6.8362	9.5708	2.0507
Si	0	0	3.418
Si	5.469	0	3.418
Si	2.7345	2.7345	3.418
Si	8.2035	2.7345	3.418
Si	0	5.469	3.418
Si	5.469	5.469	3.418
Si	2.7345	8.2035	3.418
Si	8.2035	8.2035	3.418
Si	1.3412	1.4152	4.7595
Si	6.8025	1.3927	4.7962
Si	4.0403	4.1443	4.772
Si	9.5594	4.1224	4.8176
Si	1.3527	6.8464	4.8209
Si	6.8297	6.8536	4.737
Si	4.0791	9.6073	4.8038
Si	9.5808	9.559	4.7207
Si	2.695	0.0831	6.1453
Si	8.2246	-0.0183	6.053
Si	0.0242	2.7831	6.1907
Si	5.3871	2.7854	6.1395
Si	2.6962	5.4867	6.2315
Si	8.1839	5.5361	6.148
Si	-0.0193	8.2499	6.1536
Si	5.482	8.2153	6.1031
Si	3.778	1.6882	7.5038
Si	9.8022	1.1124	7.3589
Si	1.5353	3.9389	7.6435
Si	6.5244	4.4207	7.3798
Si	4.337	6.6741	7.4531
Si	9.3223	7.1338	7.4831
Si	1.1132	9.8734	7.4455
Si	7.0966	9.3489	7.3814
O	5.4358	5.5357	7.9439
O	-0.0324	0.0266	7.9487
O	2.6737	2.7994	8.0732
O	8.1895	8.2479	7.9632
O	1.3036	9.7683	23.9681
O	7.4064	2.0008	24.9354
O	6.6714	9.5366	24.4374
O	1.7663	4.2109	24.4029
O	6.3864	10.0738	8.6622
O	0.8521	4.5773	9.0301
O	1.829	9.2835	8.8017
O	7.1719	3.732	8.7111
O	9.997	6.5185	8.849
O	4.4218	0.9546	8.8301
O	3.7724	7.429	8.8048
O	9.0121	1.7671	8.6228
O	4.4326	1.4056	21.2705
O	9.753	2.9974	24.7163
O	8.732	4.5976	26.6042
O	5.5813	3.1378	22.8051
O	9.0479	8.4975	25.3478
O	3.1801	2.2529	23.5346
O	5.2984	5.7038	23.4695
O	9.8944	0.0905	23.857
Si	4.7432	9.1666	16.1065
Si	4.3765	9.4395	11.8473
Si	4.6704	14.7018	17.7476
Si	1.5325	10.1756	18.9095
Si	8.3501	7.0063	17.7263
Si	1.0996	5.0271	15.2021
Si	6.6203	6.3572	20.4048
Si	4.5895	1.8401	22.838
Si	-0.6918	5.3084	12.835
Si	0.0981	1.3909	20.365
Si	5.3596	1.756	19.968
Si	7.8676	2.5045	9.489
Si	8.9928	2.6373	12.2097
Si	11.1783	5.9157	9.7984
Si	-6.3944	10.0707	18.7448
Si	3.0741	8.5499	20.6417
Si	9.612	-0.3862	22.3115
Si	2.5536	8.1035	9.6581
Si	10.1327	4.5489	17.6844
Si	3.6031	5.8208	19.536
Si	6.3245	4.5916	22.8289
Si	11.3945	-1.7888	14.5394
Si	2.585	2.4774	15.6812
Si	10.2009	9.257	17.1482
Si	2.6952	7.3829	14.9648
Si	-2.6765	1.7439	21.1008
Si	7.8676	5.9623	14.7239
Si	-1.287	11.197	13.4773
Si	10.9143	6.0857	22.7205
Si	7.5686	3.4262	16.4248
Si	1.0559	4.1917	20.3218
Si	7.1775	1.4114	14.2114
Si	5.3974	7.4538	13.8048
Si	4.2602	0.4359	14.2387
Si	8.3651	7.7338	22.4744
Si	2.0278	8.3757	23.42
Si	5.6933	0.2718	9.5868
Si	11.2108	0.672	15.855
O	10.8885	0.2368	21.5079
O	-0.0716	15.5171	16.2271
O	8.2271	0.212	21.6701
O	10.0933	10.8877	16.8449
O	4.0202	5.2536	18.0403
O	3.1196	12.4943	14.4556
O	8.5988	3.1949	10.7507
O	1.0378	2.6376	20.8367
O	7.86	4.4071	15.1653
O	8.5267	2.6286	22.4377
O	9.4194	8.9548	22.1468
O	6.5205	6.2987	13.8639
O	3.1517	8.7599	11.0194
O	-7.0355	6.8081	14.0244
O	7.6613	2.5298	13.1325
O	3.1914	8.4835	22.2596
O	9.9963	3.706	12.8805
O	5.1455	0.5552	23.6643
O	-0.4828	8.4732	15.7145
O	-1.4251	1.9387	20.062
O	-5.6215	9.1609	17.6251
O	8.8825	-2.3685	17.8461
O	3.7783	10.2681	13.1334
O	7.5449	4.4426	23.9205
O	7.3529	1.9428	15.7598
O	1.8056	9.5305	20.3718
O	-0.508	9.7616	13.3507
O	-0.4226	5.7039	11.2751
O	14.6803	2.8707	16.7534
O	11.7254	0.6785	19.0732
O	4.5366	10.7196	15.6997
O	5.3943	8.2692	12.3885
O	3.317	8.3889	16.0728
O	0.879	7.4557	22.6919
O	-2.1018	3.5343	17.4822
O	1.2992	1.7816	16.4547
O	4.7364	13.9766	19.203
O	12.901	6.2407	15.8485
O	6.1844	3.894	17.1595
O	6.7664	1.4205	9.9903
O	2.6118	4.6764	20.1693
O	5.6467	1.1312	13.7809
O	11.5283	9.1249	18.0911
O	1.5959	8.1409	13.9996
O	0.6267	5.551	13.7412
O	13.9481	10.4044	18.2269
O	7.2378	6.5697	18.8791
O	1.4602	6.9653	10.0192
O	1.2227	10.4037	15.2674
O	5.7522	8.4757	15.0385
O	2.0904	3.7962	14.908
O	9.6691	1.1351	12.0953
O	7.2164	7.6002	21.2971
O	5.3937	11.4282	18.9541
O	11.2912	5.1249	21.4518
O	4.9992	6.2205	20.2888
O	4.4739	9.2266	20.1325
O	2.7661	18.1556	19.7178
O	7.8868	6.7966	16.1541
O	9.3271	6.4076	22.4934
O	9.064	6.1607	13.6083
O	9.6332	6.0545	18.0386
O	-0.5586	12.192	14.5796
O	8.0989	10.997	13.9866
O	5.1989	-0.4432	10.9427
O	6.8948	2.1192	20.3467
O	0.247	4.1758	18.8789
O	6.9109	5.0165	21.3494

Results
free energy: -137507.278 eV
free energy less fixed offsets of O -568.88, Si -635.61 eV per atom: 1.422 eV

Forces (eV/angstrom), in the order of the atoms: element, x, y, z
Si	0.0036	0.0279	0.0658
Si	0.0089	-0.0135	0.0271
Si	-0.0207	0.032	0.0448
Si	0.029	-0.0036	0.0214
Si	-0.1074	-0.0342	0.0376
Si	-0.003	0.0166	0.0168
Si	0.0229	0.0161	0.0257
Si	-0.011	-0.0089	-0.0034
Si	-0.0399	-0.0213	-0.0166
Si	0.0009	0.0042	-0.0131
Si	-0.0107	-0.0083	-0.0017
Si	0.0171	0.0471	-0.0592
Si	0.0136	0.015	-0.0223
Si	0.0121	-0.0309	0.0045
Si	-0.0091	-0.0174	-0.0234
Si	0.0291	0.0016	-0.0169
Si	0.0127	-0.0049	0.0025
Si	0	0.0258	-0.0024
Si	0.0063	-0.0052	-0.0154
Si	0.0039	-0.0048	-0.0039
Si	0.0103	-0.0117	0.0056
Si	-0.0268	0.0135	-0.0171
Si	-0.0233	0.0202	0.0055
Si	-0.012	0.0058	0.0052
Si	0.0395	-0.0624	-0.4479
Si	0.1311	-0.171	-0.0985
Si	0.1414	-0.5229	0.273
Si	-0.201	0.0812	0.148
Si	0.0305	-0.0503	0.1815
Si	-0.2388	-0.2253	-0.0668
Si	0.3165	0.1583	0.0992
Si	0.306	0.2539	-0.0076
Si	-0.0666	0.0439	0.0064
Si	0.0757	0.03	-0.0243
Si	-0.1209	0.0445	0.0727
Si	0.0751	0.1061	-0.0599
Si	-0.2126	-0.1549	-0.0165
Si	-0.0559	-0.0151	0.0539
Si	0.0141	0.0422	0.0151
Si	0.019	0.1027	0.0348
Si	0.0617	-0.0735	-0.0009
Si	-0.0308	-0.0057	-0.0336
Si	0.0384	0.0179	0.0135
Si	0.039	-0.0542	-0.0074
Si	0.0176	0.0647	-0.0342
Si	0.0166	-0.0612	-0.0161
Si	0.0265	-0.0536	-0.013
Si	0.0239	-0.0019	0.0027
Si	-0.0151	-0.0055	0.011
Si	-0.0341	0.0304	0.0082
Si	-0.0374	0.0514	0.0072
Si	0.0284	0.0243	0.0167
Si	-0.0573	-0.0261	0.0058
Si	0.0202	0.0195	0.0151
Si	-0.0386	-0.0264	0.0257
Si	-0.0106	0.0601	0.0026
Si	0.029	0.0077	0.0032
Si	0.026	-0.0692	0.0069
Si	0.038	-0.0371	0.0017
Si	-0.0297	-0.023	0.0179
Si	0.0637	-0.0138	0.0016
Si	-0.0339	0.0078	0.0011
Si	0.0408	0.0307	-0.0017
Si	0.0605	-0.0234	0.0145
Si	0.0576	0.1609	-0.3034
Si	-0.0909	0.0802	0.05
Si	-0.0897	0.1508	-0.3055
Si	-0.0328	0.1112	0.2183
Si	-0.0356	0.0412	0.2074
Si	-0.1495	-0.0198	-0.1706
Si	-0.0606	0.0407	0.257
Si	0.0152	-0.0532	-0.5055
Si	0.0087	0.0046	-0.0014
Si	-0.0156	0.0168	0.0079
Si	0.0103	-0.0124	0.0055
Si	-0.0004	0.0078	0.0079
Si	-0.0003	0.0026	0.0036
Si	-0.0027	-0.0038	-0.0068
Si	-0.006	0.009	0.0084
Si	-0.0203	0.0181	0.0032
Si	0.0206	-0.0167	-0.0187
Si	0.014	0.0026	-0.0072
Si	-0.0175	0.0024	0.0016
Si	0.0088	-0.0183	-0.0203
Si	-0.0022	0.0069	-0.0082
Si	0.0194	-0.0193	-0.0098
Si	0.0169	-0.0212	-0.0181
Si	-0.0069	0.012	0.0039
Si	0.0135	-0.0035	-0.0244
Si	-0.0087	0.0048	-0.1716
Si	-0.0098	0.0048	-0.021
Si	-0.0015	-0.0046	-0.027
Si	-0.0234	0.0201	-0.0308
Si	0.0115	-0.0251	-0.019
Si	0.0155	-0.0009	0.0023
Si	-0.0382	0.0285	-0.1066
O	0.0081	-0.0069	0.0382
O	0.0352	-0.0414	0.0412
O	-0.0046	0.0114	0.0317
O	0.0317	-0.0297	0.0452
O	0.0169	-0.0063	0.0016
O	-0.0068	0.0118	0.0162
O	-0.012	0.02	0.0021
O	0.0656	-0.025	-0.0289
O	-0.0141	-0.0052	0.0571
O	-0.0095	0.0089	0.0162
O	0.0017	0.0005	-0.0022
O	-0.0121	0.0173	-0.0152
O	0.0016	-0.0024	0.0108
O	0.001	-0.0039	0.001
O	-0.0036	0.0081	0.0189
O	0.0119	0.0204	0.1015
O	0.002	-0.0017	0.0104
O	-0.0494	-0.0093	0.0339
O	0.0077	-0.0216	-0.0012
O	-0.0095	-0.0109	0.0135
O	0.01	-0.0106	0.0083
O	0.0504	-0.0365	-0.0432
O	0.013	-0.0117	-0.0189
O	-0.01	-0.0001	-0.0015
Si	-0.0021	0.01	-0.0021
Si	-0.0115	-0.002	0.0084
Si	-0.0033	-0.0039	-0.0046
Si	-0.0072	0.0017	-0.0092
Si	-0.0064	-0.0004	0.0048
Si	0.0041	-0.0026	0.0007
Si	0.0127	-0.0021	-0.0013
Si	-0.0106	-0.0038	-0.0042
Si	0.0062	0.0107	-0.006
Si	0.0011	-0.0052	-0.0121
Si	-0.0112	0.0027	-0.0046
Si	-0.0624	-0.0191	0.0307
Si	-0.0106	0.0076	0.0072
Si	0.0115	-0.0073	0.0203
Si	-0.0023	0.0006	-0.0113
Si	0.0016	-0.0063	0.0175
Si	-0.0025	-0.0159	0.0093
Si	0.0031	-0.0039	0.0249
Si	0.0042	-0.0015	0.0029
Si	-0.0036	0.0089	-0.0003
Si	-0.0136	0.0179	-0.0023
Si	0.0031	-0.0029	0.0065
Si	-0.0021	0.0083	-0.0004
Si	-0.0041	-0.0018	-0.0051
Si	-0.0011	-0.0018	-0.0045
Si	-0.0064	0.0133	-0.0001
Si	0	-0.001	0.0011
Si	-0.0021	-0.0003	0.0182
Si	-0.0107	-0.0236	0.0264
Si	0	0.0018	-0.0003
Si	-0.0113	0.0098	-0.0049
Si	-0.0091	-0.0009	0.0005
Si	-0.0045	0	0.0068
Si	0.0023	-0.0063	-0.0053
Si	-0.006	0.0006	0.0075
Si	0.0077	-0.0031	-0.0377
Si	-0.005	0.033	0.023
Si	0.004	-0.0004	0.0024
O	0.005	0.0122	0.0013
O	-0.0013	0.0019	0.0026
O	-0.0061	0.0022	0.0022
O	-0.0022	-0.0014	0.0015
O	-0.003	-0.0042	0.0045
O	0.0005	-0.0008	0.0017
O	0.0226	0.0348	0.0413
O	-0.0026	-0.004	0.0106
O	-0.0011	-0.0027	0.0049
O	0.0023	-0.0079	-0.0025
O	0.0102	0.0099	0.0081
O	0.001	0.0017	-0.003
O	0.0118	0.0107	0.0088
O	-0.0035	-0.0002	0.0015
O	0.0003	-0.0058	0.0032
O	0.0034	-0.0039	0.0025
O	0.0037	-0.0039	0.0013
O	-0.0201	0.0386	-0.0162
O	-0.0025	-0.0008	0.0039
O	0.0052	-0.0018	0.006
O	0.0064	-0.0043	0.0076
O	0.0003	0.0012	0.0058
O	0.0038	0.0118	0.0072
O	0.0099	-0.0247	0.0128
O	-0.0002	0.0029	0.002
O	-0.009	0.0004	0.0027
O	-0.0043	0.0021	-0.0055
O	-0.0145	-0.0051	0.0151
O	0.0018	0.0037	0.0056
O	0.0025	-0.0048	0.0115
O	-0.002	-0.004	0
O	0.0009	-0.0007	-0.0049
O	0.0004	0.0032	0.0063
O	0.0028	0.0095	0.0073
O	0	0.0022	0.0029
O	-0.0013	0.0023	-0.0002
O	0.0012	-0.0031	0.0034
O	-0.0028	-0.0026	0.0029
O	-0.0002	-0.0016	0.0026
O	0.0024	0.003	-0.0173
O	0.0028	0.006	0.0054
O	-0.0065	-0.0061	0.0022
O	0.0046	0.0038	0.0095
O	0.0016	-0.0016	0.0026
O	-0.0013	-0.0046	0.0033
O	-0.0006	0.0012	0.0125
O	0.0006	0.0019	0.0012
O	-0.0022	0.0023	-0.0131
O	-0.0001	0.0011	0.0026
O	-0.0038	0.0025	0.0048
O	-0.0005	-0.0076	0.0104
O	0.0069	-0.0102	-0.0098
O	-0.0119	-0.0027	0.0004
O	-0.0027	-0.004	0.0057
O	0.0188	-0.02	-0.0158
O	-0.0131	-0.0014	0.005
O	-0.0001	0.0005	0.0052
O	0.0089	-0.0032	0.0089
O	0.0007	-0.0004	0.0057
O	0.013	0.0143	0.0173
O	-0.0066	-0.0008	0.0029
O	-0.0012	-0.0036	0.0019
O	-0.0056	-0.0009	-0.0025
O	0.0073	-0.003	-0.0025
O	-0.0126	-0.018	0.0279
O	-0.0019	-0.0023	0.0093
O	-0.0021	0.0014	0.0042
O	0.0006	0.0096	-0.0035

The program warned: the cutoff lies below the one the program advises for these potential files; the forces do not sum to zero within the program's tolerance; the exchange-correlation potential is rough where the density is thin.
